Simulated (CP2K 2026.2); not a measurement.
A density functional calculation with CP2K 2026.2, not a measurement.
Periodic cell of 1182 atoms, Si850O332, from a study of silicon, its oxide and their interface. The atomic structure is a simulated model.
Doubt: the forces sum to 2.32 eV/angstrom along one axis rather than to zero, so they err by at least 0.0020 eV/angstrom per atom on average; the grid cutoff is modest.
This geometry differs little from another in the collection (a relaxation step or a small displacement).

Settings: functional PBE; method Gaussian and plane waves; basis set DZVP-MOLOPT-SR-GTH; pseudopotentials GTH-PBE; grid cutoff 350 Ry, relative cutoff 50 Ry; k points Gamma only; occupations fixed; spin none; net charge 0.

Cell vectors (angstrom)
a  16.4025  0  0
b  0  32.805  0
c  0  0  40.2678

Atoms and the computed forces on them: element, x, y, z (angstrom), force x, y, z (eV/angstrom)
Si  16.2138  32.6142  0.0847  -0.0899  0.1473  0.1908
Si  3.1111  2.0105  40.179  -0.0889  -0.1207  0.1722
Si  16.0634  5.6816  0.1216  0.0256  -0.0779  -0.1378
Si  2.4196  8.5076  0.2798  0.0067  -0.102  -0.3111
Si  0.1731  10.6389  0.2866  -0.0531  -0.0481  -0.2962
Si  2.2994  13.9214  40.0867  0.1027  -0.0957  -0.0512
Si  0.0527  16.211  40.0963  0.2046  -0.0589  0.2111
Si  3.1103  19.1697  39.7031  0.1321  0.2479  0.15
Si  15.7471  22.3669  0.0263  -0.0561  -0.0136  -0.034
Si  3.0745  24.313  40.1986  0.0394  0.1729  -0.0843
Si  16.3585  27.7518  0.397  0.0017  0.0392  -0.2399
Si  3.0624  30.0503  0.5996  0.187  -0.034  -0.2118
Si  5.8698  0.4731  0.4259  0.1434  0.8212  0.9358
Si  7.6127  2.5456  0.3594  0.1843  -0.0405  0.7412
Si  5.7105  4.9934  0.1946  -0.0877  0.112  -0.0522
Si  8.6785  7.5256  39.9713  -0.0552  0.0487  0.1853
Si  5.4442  10.9635  40.0204  0.3522  -0.1965  0.1167
Si  8.68  13.1052  40.2647  -0.0534  0.2618  0.1521
Si  5.2875  16.806  40.079  0.1089  -0.2732  -0.003
Si  8.1886  19.0571  40.2076  0.1682  -0.394  -0.1944
Si  5.5721  22.3151  40.2633  -0.1368  0.0722  0.1292
Si  8.459  24.5704  0.1013  -0.2327  0.0238  -0.1142
Si  5.2331  27.6937  0.1353  -0.1596  -0.0235  -0.1041
Si  7.9065  30.2315  39.4317  0.2749  -0.3861  0.7971
Si  10.8539  0.1834  39.928  0.1308  -0.1278  0.1664
Si  13.2114  3.2897  0.0814  -0.2128  0.1228  0.1347
Si  10.8652  5.3196  0.4535  0.111  -0.0177  0.077
Si  13.755  7.7346  0.2341  0.0917  0.0871  -0.096
Si  10.9873  10.9241  40.0635  -0.126  -0.0028  0.1729
Si  13.5848  13.727  40.1348  -0.0141  -0.0712  0.1443
Si  11.2221  15.9433  0.2248  -0.2344  0.1057  0.3122
Si  13.3977  19.0452  0.5491  -0.1877  -0.0957  -0.0655
Si  11.4117  21.3664  0.1162  0.087  -0.0079  -0.0241
Si  13.6656  24.7385  0.5132  -0.096  0.0214  -0.5804
Si  11.447  26.9402  40.2563  0.1409  0.0382  0.2536
Si  13.9387  29.6872  0.2247  -0.0961  -0.0344  0.0978
Si  1.4386  1.1078  1.3549  -0.1701  -0.0389  -0.375
Si  3.9436  3.9429  1.3339  0.0842  -0.0735  -0.2334
Si  1.3075  6.7953  1.4308  -0.1431  0.0328  -0.1419
Si  4.0324  9.7603  1.4084  0.079  0.1592  -0.138
Si  1.3738  12.3271  1.3799  0.0261  0.0364  -0.1142
Si  4.1277  15.01  1.0004  -0.1152  0.2233  -0.0848
Si  1.3917  17.9477  0.9237  -0.0201  -0.1962  -0.1895
Si  4.2521  20.5601  1.084  0.0646  0.1578  -0.2751
Si  1.3469  23.2095  1.1864  -0.0656  0.0716  -0.0312
Si  4.1059  25.9871  1.3427  -0.0377  -0.1009  -0.1692
Si  1.42  28.882  1.8047  -0.0271  -0.1362  -0.1597
Si  4.443  31.6138  1.6193  -0.1816  -0.1977  -0.6348
Si  6.7812  1.5437  2.2631  -0.117  -0.1618  -0.4598
Si  9.4252  3.8115  1.5161  -0.172  0.1521  -0.709
Si  6.9277  6.6991  1.2703  0.1136  0.0194  -0.1211
Si  9.6604  9.3412  1.0999  0.0189  -0.0161  -0.2251
Si  7.002  11.9907  1.2711  -0.0637  0.1151  -0.171
Si  9.5338  14.8361  1.3908  0.1649  -0.1435  -0.247
Si  6.8397  17.7307  1.365  -0.1212  0.1055  -0.1426
Si  9.4925  20.558  1.3152  0.0162  0.0733  -0.1982
Si  6.9546  23.3835  1.5283  0.0821  0.0328  -0.2043
Si  9.6607  26.1186  1.3597  0.1685  -0.1443  -0.2039
Si  6.9865  28.8586  1.1479  -0.1678  -0.0075  -0.2265
Si  9.3644  31.5446  0.9287  0.0957  0.1486  -0.248
Si  12.2539  1.3712  1.2359  0.0635  0.1746  -0.1432
Si  14.9603  4.0941  1.4839  0.0142  0.1087  -0.2239
Si  12.2892  6.6712  1.7262  0.025  0.0972  -0.3318
Si  14.9699  9.4208  1.482  -0.0553  -0.2335  -0.2919
Si  12.4244  12.1045  1.2689  0.0798  0.1815  -0.2883
Si  15.0677  14.9895  1.3098  -0.1212  0.0053  -0.2451
Si  12.0623  17.6048  1.7289  0.1261  0.0741  -0.2245
Si  14.9836  20.5432  1.4373  0.0053  0.2041  -0.1413
Si  12.2792  23.1602  1.5298  -0.0662  -0.1504  -0.0793
Si  15.174  26.0739  1.6348  0.0173  0.3512  -0.1777
Si  12.3217  28.5866  1.492  0.1382  -0.0077  -0.4265
Si  14.9393  31.3767  1.5646  0.0981  -0.2451  -0.2559
Si  0.0367  2.6422  2.6813  -0.0338  -0.0984  -0.0901
Si  2.8103  32.7786  2.8967  0.1769  0.1901  0.0322
Si  16.3779  8.1352  2.852  0.0016  -0.0811  0.1269
Si  2.6821  5.4002  2.7201  0.0636  -0.0067  -0.0185
Si  16.3993  13.6523  2.7229  -0.1373  0.0955  0.1693
Si  2.7356  11.0398  2.8179  -0.0956  0.0082  0.2051
Si  0.1064  19.1727  2.5825  0.0413  -0.0521  -0.0124
Si  2.7485  16.4629  2.4486  -0.0295  -0.0545  -0.2083
Si  0.1422  24.5884  2.7802  0.0737  -0.1339  0.0702
Si  2.7738  21.8388  2.5535  0.0413  0.0119  -0.0314
Si  16.3575  30.1631  3.0203  -0.016  0.153  0.163
Si  2.7777  27.3035  2.8495  0.1155  -0.1203  0.2013
Si  5.191  2.9064  3.1074  -0.2772  -0.1593  0.0314
Si  8.2803  32.7221  2.8415  0.2046  -0.1547  0.075
Si  5.4789  8.1895  2.5922  0.1675  -0.04  -0.1764
Si  8.1758  5.3813  2.8222  -0.0894  -0.0049  -0.052
Si  5.5276  13.582  2.474  -0.0485  -0.0097  -0.2961
Si  8.2871  10.6683  2.6702  0.1862  -0.1254  -0.0237
Si  5.4998  19.1834  2.6274  -0.0356  0.1032  0.1287
Si  8.151  16.2829  2.6904  0.1428  -0.0513  -0.0404
Si  5.5161  24.7235  2.7788  -0.0812  0.1361  0.1502
Si  8.2326  21.9068  2.7885  0.0612  -0.074  0.1162
Si  5.6915  30.0638  2.7981  0.0033  -0.0909  0.1481
Si  8.2771  27.4947  2.6643  -0.0263  0.0164  -0.092
Si  10.9126  2.5816  2.8107  0.0277  -0.1485  0.0534
Si  13.5805  0.0447  2.7438  -0.0312  0.1068  0.0573
Si  10.9257  8.1933  2.7865  -0.0367  0.1157  0.1342
Si  13.701  5.3691  2.9968  0.069  -0.0883  0.2112
Si  10.9963  13.4907  2.6907  0.0877  0.0307  0.1556
Si  13.6831  10.8447  2.7843  -0.0449  0.114  0.0883
Si  10.7213  19.1333  2.8245  -0.201  -0.2041  0.2177
Si  13.6939  16.3095  2.7871  0.0218  -0.1631  0.1752
Si  10.8826  24.6072  2.7872  -0.0916  -0.2018  0.0343
Si  13.662  21.8386  2.8886  -0.053  0.0507  0.1695
Si  10.8306  30.1477  2.548  -0.0535  -0.0568  -0.1472
Si  13.6971  27.3504  2.946  0.0534  0.045  0.1985
Si  1.3327  4.0492  4.1246  0.0544  -0.0734  -0.0518
Si  4.0173  1.3561  4.3631  -0.1401  0.1516  0.0127
Si  1.3678  9.5802  4.1306  -0.027  -0.0024  -0.0227
Si  4.1054  6.8169  4.0206  -0.0344  -0.0125  -0.0093
Si  1.408  15.0947  3.9771  0.0458  0.0003  -0.1557
Si  4.1825  12.3825  4.0496  -0.0832  -0.1357  0.0717
Si  1.4455  20.493  4.0174  0.0471  -0.0157  -0.0148
Si  4.0987  17.7748  3.9535  0.009  -0.042  -0.0963
Si  1.4255  25.9466  4.2149  0.0482  -0.0396  -0.0226
Si  4.1121  23.2444  4.0291  0.0167  -0.0288  -0.1479
Si  1.4168  31.4695  4.2873  -0.0854  -0.0533  0.0588
Si  4.2088  28.7058  4.1445  -0.0164  -0.0312  -0.1357
Si  6.7743  4.1497  4.286  0.0157  0.2607  -0.0188
Si  9.599  1.2715  4.2459  0.1867  -0.0696  -0.0516
Si  6.8387  9.4491  4.076  0.0433  0.0308  -0.0068
Si  9.5631  6.7939  4.1567  -0.0183  -0.0636  -0.1257
Si  6.7775  14.9244  3.9939  0.0482  0.0405  0.1433
Si  9.5813  12.1532  4.0629  0.1059  0.0296  -0.1478
Si  6.8345  20.5075  4.0854  -0.0025  -0.0632  -0.0557
Si  9.462  17.6598  4.1273  -0.063  0.2876  0.0991
Si  6.9108  26.091  4.0995  -0.1206  -0.0395  -0.0898
Si  9.5699  23.2381  4.1886  0.0216  0.1705  -0.0444
Si  6.9412  31.4031  4.2579  0.0046  -0.1153  -0.0941
Si  9.6083  28.7904  4.0939  -0.0563  0.0519  -0.0205
Si  12.248  3.9904  4.2145  0.1422  -0.0085  -0.0152
Si  15.028  1.3524  4.1195  0.069  -0.0876  -0.0852
Si  12.284  9.55  4.1715  -0.0985  -0.0165  -0.0428
Si  15.0453  6.7998  4.2767  0.03  0.0306  -0.052
Si  12.3129  14.9194  4.1254  0.0671  -0.0892  -0.198
Si  15.0415  12.2691  4.1079  0.045  0.0283  -0.0376
Si  12.2347  20.44  4.1527  0.0175  0.1454  -0.0322
Si  15.1162  17.7706  4.0133  -0.0687  -0.0248  -0.0965
Si  12.2989  25.9224  4.1924  0.0357  0.0615  -0.0644
Si  15.0983  23.2483  4.1402  0.0251  -0.1805  0.0192
Si  12.2147  31.4312  4.0665  0.0168  0.1865  -0.0851
Si  15.0303  28.7265  4.3093  -0.148  -0.0037  -0.046
Si  16.3786  32.8041  16.4479  0.0082  -0.0115  0.0147
Si  2.6988  2.7427  16.4365  0.0059  0.0124  -0.0007
Si  16.3679  5.4762  16.4412  0.0229  -0.0097  -0.0005
Si  2.7058  8.2091  16.4231  0.0143  -0.0075  -0.0105
Si  16.3698  10.9564  16.4266  0.0008  0.0147  -0.007
Si  2.7205  13.6789  16.4142  -0.0077  0.0194  -0.0171
Si  0.003  16.4157  16.4165  -0.0259  0.003  -0.0071
Si  2.7473  19.1291  16.4193  0.0158  -0.0206  -0.0048
Si  16.4021  21.8593  16.4397  -0.0096  0.0143  0.0011
Si  2.7258  24.5715  16.4504  0.0299  0.001  -0.0087
Si  16.3892  27.3186  16.4643  -0.0111  0.0087  0.0102
Si  2.7104  30.0589  16.4521  0.0121  0.0106  -0.0041
Si  5.4438  0.0058  16.4582  -0.0136  0.0236  0.0072
Si  8.1785  2.7506  16.4484  -0.0259  0.0125  -0.0012
Si  5.4402  5.4825  16.4269  0.0106  0.0006  0.0064
Si  8.1743  8.2186  16.4173  -0.0089  0.0274  0.0011
Si  5.4557  10.9438  16.421  -0.0059  0.0038  0
Si  8.2102  13.6882  16.4201  -0.0156  -0.0093  -0.0055
Si  5.4732  16.4132  16.416  0.0004  0.0045  -0.0089
Si  8.2239  19.1426  16.425  0.0036  -0.0213  -0.0039
Si  5.484  21.8552  16.4338  -0.0081  0.0005  -0.0029
Si  8.2255  24.5772  16.442  0.0003  -0.0005  -0.001
Si  5.4702  27.3143  16.4491  -0.0069  0.0062  0.0017
Si  8.2125  30.06  16.4501  -0.0089  -0.0157  -0.0108
Si  10.9352  32.7995  16.4593  0.0066  -0.0248  0.0026
Si  13.645  2.7397  16.4437  -0.0045  -0.0004  0.0046
Si  10.9042  5.4865  16.4374  -0.012  0.0103  -0.0018
Si  13.6321  8.2221  16.4321  0.0106  0.0043  -0.0021
Si  10.9141  10.9562  16.4141  0  0.0102  0.0002
Si  13.6637  13.6919  16.4147  0.005  -0.014  -0.0096
Si  10.9538  16.4242  16.4333  0.0075  -0.0426  -0.0058
Si  13.6755  19.1366  16.4341  -0.0045  0.0105  0
Si  10.9567  21.8678  16.437  -0.0403  0.0111  0.0028
Si  13.6842  24.5932  16.4512  -0.031  -0.0025  0.0041
Si  10.9561  27.3157  16.4517  -0.0071  0.0113  0.0092
Si  13.6615  30.0532  16.4605  -0.0003  0.0252  0.0026
Si  1.3239  1.3869  17.8087  0.0176  0.002  -0.0111
Si  4.0625  4.1207  17.7875  -0.0071  -0.0311  -0.0172
Si  1.333  6.8493  17.7946  -0.0057  0.0144  -0.007
Si  4.0845  9.5656  17.7797  -0.0175  0.0047  0.0046
Si  1.3454  12.3198  17.7813  0.0121  0.0053  0.0123
Si  4.0952  15.0456  17.7683  -0.0069  -0.045  0.0023
Si  1.3821  17.7681  17.788  0.0126  0.0059  0.0071
Si  4.1067  20.495  17.7933  0.0104  0.0052  -0.0024
Si  1.346  23.2235  17.8311  0.0016  -0.0289  0.0141
Si  4.1011  25.9361  17.8056  -0.0102  0.0333  -0.0095
Si  1.3338  28.7075  17.8251  0.0308  0.0078  -0.0097
Si  4.062  31.4412  17.8124  -0.0208  -0.0441  -0.0183
Si  6.8057  1.3931  17.8141  0.0229  -0.0238  0.0085
Si  9.5406  4.1251  17.8108  0.0172  0.007  0.0026
Si  6.8089  6.8521  17.7848  -0.0349  -0.0221  0.0027
Si  9.5353  9.5921  17.7765  0.0045  -0.0251  0.0009
Si  6.8371  12.3116  17.7719  0.0339  0.0098  0.0113
Si  9.5835  15.0551  17.7902  -0.0059  0.0429  -0.0008
Si  6.8458  17.7818  17.779  -0.0241  0.0016  0.0103
Si  9.5895  20.5086  17.8037  0.0238  0.0118  -0.0078
Si  6.8631  23.2079  17.8073  -0.0243  0.0182  -0.0118
Si  9.5961  25.9423  17.8113  -0.0116  -0.0086  -0.0133
Si  6.8416  28.6928  17.8054  0.0295  0.0126  -0.0147
Si  9.5879  31.415  17.8243  -0.0321  0.0418  -0.0025
Si  12.2866  1.3808  17.8237  0.0223  0.0048  0.0114
Si  14.9928  4.115  17.8136  0.0013  -0.006  0.0029
Si  12.2576  6.862  17.8019  -0.0072  -0.0268  0.011
Si  14.9854  9.6011  17.7946  0.0022  -0.0244  0.0109
Si  12.2816  12.3312  17.7707  -0.0071  0.0061  -0.0131
Si  15.0293  15.063  17.7824  0.0178  -0.0121  -0.0085
Si  12.3128  17.791  17.8241  0.0188  -0.0068  0.0178
Si  15.0412  20.4951  17.8111  -0.0024  -0.012  0.003
Si  12.3256  23.2266  17.8175  0.0281  0.0266  -0.0168
Si  15.0262  25.9597  17.8486  0.0398  0.0248  0.0051
Si  12.3154  28.6761  17.8396  -0.0367  -0.0027  0
Si  15.0077  31.4454  17.8192  -0.0007  -0.0332  -0.024
Si  16.3539  2.7477  19.1865  -0.003  -0.0185  0.0107
Si  2.6792  0.0127  19.1682  0.0478  0.0307  0.0375
Si  16.3446  8.2132  19.1388  0.0483  -0.021  -0.0112
Si  2.6978  5.4782  19.1589  0.0338  -0.01  0.0317
Si  16.3963  13.7065  19.146  -0.0256  0.003  -0.0012
Si  2.7015  10.9241  19.1257  0.0211  0.0091  -0.0138
Si  0.0248  19.1312  19.1614  -0.0175  0.0101  -0.0273
Si  2.7469  16.4012  19.1578  -0.0094  -0.0006  0.0227
Si  16.3766  24.584  19.2235  -0.0382  0.0433  0.0131
Si  2.7227  21.8371  19.1683  0.0467  0.0091  -0.0185
Si  16.3589  30.0845  19.1961  -0.0317  0.0508  -0.0043
Si  2.7041  27.3026  19.142  0.0249  0.0007  0.0006
Si  5.4183  2.7708  19.1706  -0.0495  0.0676  0.028
Si  8.2062  0.0132  19.1327  -0.0019  -0.0514  -0.018
Si  5.4407  8.1999  19.1618  0.0315  0.0036  0.0168
Si  8.1701  5.5033  19.1648  -0.0081  -0.0169  0.006
Si  5.4645  13.6771  19.1156  -0.0601  0.0536  -0.0263
Si  8.1842  10.948  19.1623  -0.0592  0.0566  0.0013
Si  5.4926  19.1487  19.1578  0.0053  -0.022  0.0053
Si  8.2252  16.4372  19.1433  0.0419  -0.0983  -0.0239
Si  5.4948  24.5762  19.1609  0.0477  -0.0512  0.0135
Si  8.231  21.8554  19.1942  0.0166  -0.0261  0.0406
Si  5.4519  30.0673  19.1432  -0.0173  0.025  0.0126
Si  8.231  27.3253  19.1556  -0.0445  0.0293  0.0138
Si  10.9126  2.7615  19.1741  -0.0265  0.0146  -0.0071
Si  13.6594  0.0204  19.1959  -0.0228  -0.0142  -0.0098
Si  10.881  8.2349  19.1583  -0.0157  0.0365  -0.0174
Si  13.6059  5.4797  19.1675  -0.0167  0.0258  -0.0117
Si  10.9401  13.6857  19.165  0.0676  -0.0629  0.0214
Si  13.6099  10.9719  19.1607  -0.0013  0.0389  0.0092
Si  10.9636  19.1842  19.1969  -0.0937  0.0187  0.0077
Si  13.686  16.4173  19.185  0.0097  -0.0132  0.0137
Si  10.9738  24.5947  19.1939  -0.025  0.0177  0.0231
Si  13.6858  21.8631  19.1931  -0.0082  0.0005  -0.0213
Si  10.9621  30.0484  19.2117  0.0539  -0.0544  0.0175
Si  13.6714  27.326  19.2443  -0.0083  -0.0052  0.0305
Si  1.3115  4.133  20.5291  0.0772  0.0298  0.0162
Si  4.0433  1.3907  20.5242  -0.0655  -0.0746  -0.0542
Si  1.3127  9.5736  20.4915  -0.063  0.0003  0.0131
Si  4.0688  6.8324  20.5358  -0.0593  -0.0424  0.037
Si  1.3819  15.0362  20.5379  -0.0004  -0.0309  0.052
Si  4.1026  12.2787  20.4514  0.0204  0.0101  -0.0174
Si  1.3663  20.4795  20.5638  -0.0208  -0.032  0.0902
Si  4.1278  17.7764  20.505  0.0259  0.0235  0.053
Si  1.3423  25.9795  20.5594  0.0598  0.0352  0.0619
Si  4.1122  23.1993  20.4979  -0.0512  0.0125  0.01
Si  1.27  31.5053  20.5517  -0.0427  -0.0981  -0.0023
Si  4.0822  28.6651  20.4691  0.009  -0.0243  -0.0288
Si  6.7811  4.1618  20.5276  0.0142  -0.0081  0.0393
Si  9.5526  1.3772  20.5129  -0.0455  -0.0113  0.0282
Si  6.8092  9.5711  20.5224  -0.0055  -0.0257  0.016
Si  9.5231  6.8776  20.5399  0.0246  -0.0317  0.0767
Si  6.8482  15.0449  20.4559  0.0071  -0.002  -0.042
Si  9.5707  12.307  20.5261  -0.0106  0.0311  0.0143
Si  6.8552  20.4889  20.5679  -0.0116  -0.011  0.0225
Si  9.5556  17.8353  20.528  0.0626  0.0112  0.0357
Si  6.8787  25.9515  20.5127  -0.0004  0.0532  -0.025
Si  9.6318  23.209  20.5529  -0.0128  0.0152  -0.006
Si  6.8264  31.4629  20.472  0.0786  0.0394  -0.0636
Si  9.5995  28.6514  20.5637  -0.0375  -0.0241  0.031
Si  12.2457  4.1333  20.5691  0.0319  -0.0453  0.0373
Si  14.9916  1.3998  20.5907  -0.0014  0.0395  0.0913
Si  12.2035  9.6299  20.5298  0.0001  -0.0694  0.0492
Si  14.9536  6.8704  20.5052  0.0038  0.0201  0.0087
Si  12.2982  15.0598  20.5464  -0.0453  0.0064  0.0069
Si  14.9896  12.3653  20.4857  0.0367  0.0024  0.0058
Si  12.3403  20.533  20.6006  0.0588  -0.0002  0.0267
Si  15.1016  17.7605  20.5429  -0.0144  0.032  0.0443
Si  12.3174  25.9372  20.6233  0.0206  0.0273  0.0215
Si  15.0179  23.2036  20.6095  0.0062  -0.0117  0.0572
Si  12.3275  31.4436  20.5708  -0.01  0.0622  0.0529
Si  15.0212  28.7326  20.612  0.0125  0.0099  0.0654
Si  16.3341  0.0655  22.0318  0.0117  -0.0222  -0.0033
Si  2.6452  2.7352  21.8955  -0.0029  0.0869  0.083
Si  16.308  5.5019  21.861  -0.0314  0.0119  -0.0149
Si  2.6418  8.1783  21.8593  0.1103  -0.0106  -0.0491
Si  16.3317  10.9727  21.8068  0.0574  0.0208  0.1187
Si  2.7711  13.6115  21.8313  -0.0261  0.0051  0.0334
Si  0.0684  16.4196  21.9578  -0.0132  0.0154  -0.0591
Si  2.7472  19.0897  21.909  0.0482  -0.012  -0.0081
Si  0.022  21.8565  21.9676  -0.0474  -0.0242  0.0828
Si  2.7479  24.5706  21.8418  0.0599  -0.0571  0.0387
Si  16.3861  27.3483  21.9715  -0.0522  0.0063  0.0898
Si  2.6661  30.047  21.7414  -0.1017  0.0764  0.0419
Si  5.4878  0.0531  21.8278  0.0314  -0.0347  0.0632
Si  8.1393  2.7437  21.8299  0.0531  -0.0178  0.0172
Si  5.4588  5.5298  21.9636  -0.0114  -0.0417  0.1406
Si  8.1864  8.2556  21.9351  -0.1511  0.0194  -0.0132
Si  5.4034  10.9096  21.8599  0.0572  -0.0073  0.0263
Si  8.1714  13.6731  21.8283  -0.0305  0.0561  0.0197
Si  5.5613  16.446  21.828  -0.0751  -0.0749  0.0151
Si  8.2123  19.1482  21.9964  -0.0145  0.0313  0.0362
Si  5.4505  21.8488  21.8973  0.0027  0.019  0.0603
Si  8.3028  24.6253  21.8727  0.011  -0.0894  0.0406
Si  5.4512  27.2905  21.8316  0.0285  0.0402  0.1203
Si  8.1818  30.0723  21.804  -0.0662  0.0314  0.0196
Si  10.9161  0.0067  21.8802  0.1189  0.011  0.0841
Si  13.6024  2.7671  21.9604  -0.0556  -0.0622  0.0367
Si  10.8694  5.5141  21.924  -0.074  0.1239  0.0087
Si  13.5732  8.255  21.8476  -0.0105  -0.0119  0.0798
Si  10.8571  10.952  21.9922  0.0171  0.0436  0.0343
Si  13.68  13.7135  21.927  -0.004  -0.0614  -0.0166
Si  10.921  16.4754  21.8618  0.0195  -0.0247  0.0233
Si  13.7692  19.1535  21.8998  -0.015  -0.0145  0.1283
Si  10.9837  21.9016  22.0108  -0.1071  -0.0185  -0.0006
Si  13.6189  24.5117  22.03  0.0647  0.1083  -0.0175
Si  10.9681  27.3109  22.0129  0.0433  -0.0045  0.1144
Si  13.7182  30.1638  22.0245  -0.0711  -0.0818  0.0158
Si  1.2608  1.4862  23.3954  -0.0235  0.1511  0.1681
Si  4.0679  4.0534  23.2284  0.1649  -0.0859  -0.1475
Si  1.2146  6.8801  23.2253  -0.1131  0.0345  0.0602
Si  3.9911  9.5381  23.2142  -0.0168  0.0562  -0.0867
Si  1.374  12.2328  23.1828  -0.1207  -0.0772  -0.1851
Si  4.2806  14.9432  23.069  0.0699  0.0349  -0.2199
Si  1.5449  17.6606  23.3716  0.0223  0.0201  0.1346
Si  4.0494  20.4877  23.2876  0.0198  0.0555  -0.0807
Si  1.4271  23.253  23.2797  0.0294  0.0577  -0.1343
Si  4.1051  25.9001  23.2174  0.0525  -0.0266  -0.0885
Si  1.3776  28.8039  23.2745  0.0196  0.0894  -0.0783
Si  4.0595  31.4127  22.9892  -0.0192  -0.0757  -0.1733
Si  6.8127  1.4312  23.2736  -0.1608  0.1054  -0.0056
Si  9.433  4.1283  23.2045  -0.1258  -0.0149  -0.0765
Si  6.8114  6.9907  23.3727  -0.0078  -0.0096  -0.0568
Si  9.4802  9.5642  23.4311  0.0545  -0.0523  0.1411
Si  6.893  12.1905  23.1765  0.0232  -0.0452  -0.141
Si  9.3952  15.2061  23.1478  -0.1226  0.0841  -0.0837
Si  6.7814  17.796  23.3691  -0.049  -0.0261  -0.0517
Si  9.602  20.5458  23.3537  0.0598  -0.0929  -0.0107
Si  6.855  23.297  23.1393  -0.058  -0.05  -0.1979
Si  9.6786  25.8257  23.4117  0.0577  0.0418  0.0368
Si  6.8116  28.7063  23.1331  -0.0012  -0.0143  -0.1311
Si  9.5018  31.4477  23.1793  0.0819  -0.0158  -0.0998
Si  12.2319  1.3598  23.33  0.0135  -0.096  -0.0576
Si  14.9596  4.1936  23.2899  0.0597  -0.0778  0.0262
Si  12.228  6.9299  23.2798  0.06  0.0763  -0.0617
Si  14.8747  9.7039  23.1793  -0.1313  0.1583  -0.019
Si  12.2301  12.4064  23.2766  0.059  -0.0443  -0.0477
Si  15.082  15.0697  23.302  0.007  -0.0324  0.0111
Si  12.3863  17.7797  23.2202  0.0418  0.0311  -0.1689
Si  15.1269  20.445  23.3863  -0.0427  -0.1094  0.1367
Si  12.2743  23.1979  23.5538  0.067  -0.0102  0.2163
Si  15.0164  25.902  23.3147  0.0093  0.0259  -0.1353
Si  12.3136  28.7986  23.3435  -0.1295  0.0594  -0.0899
Si  15.0271  31.5415  23.5333  -0.1175  0.1411  0.0628
Si  16.1389  2.8874  24.8685  0.1316  0.0241  0.0934
Si  2.9156  0.0651  24.3662  0.1478  0.0238  0.3043
Si  16.1725  8.3263  24.5148  0.0173  0.0337  0.3514
Si  2.614  5.418  24.4169  -0.2107  0.0114  0.0682
Si  0.1265  13.6623  24.5423  0.0367  -0.0105  0.1824
Si  2.5635  10.7594  24.6158  -0.1619  0.0522  0.4132
Si  0.2523  19.1011  24.7638  -0.0188  0.1049  0.1448
Si  3.0698  16.1648  24.5652  -0.0991  -0.0345  0.0745
Si  0.0579  24.5671  24.6602  0.0756  0.0539  0.2543
Si  2.7641  21.8982  24.683  0.0148  -0.01  0.1877
Si  0.1968  30.2478  24.8172  0.1917  -0.1419  0.3469
Si  2.7126  27.297  24.4966  0.062  0.0171  0.3646
Si  5.4607  2.7987  24.748  -0.1501  -0.0639  0.3574
Si  8.166  32.7914  24.5519  0.0781  -0.0428  0.3562
Si  5.3554  8.4043  24.7323  0.0925  -0.03  0.2265
Si  8.1667  5.5058  24.6477  0.0379  0.0174  0.117
Si  5.5612  13.56  24.4429  -0.0662  0.053  0.2662
Si  8.0794  10.9363  24.8132  -0.0085  0.1699  0.1608
Si  5.3538  19.1527  24.7148  0.1204  0.0224  0.2451
Si  8.0946  16.4418  24.7897  0.1457  -0.1661  0.3271
Si  5.5583  24.5813  24.5815  -0.0412  0.1536  0.3597
Si  8.1196  21.9768  24.5459  0.1043  -0.1422  0.139
Si  5.2813  30.0081  24.3713  0.0466  -0.0836  0.3882
Si  8.2112  27.326  24.434  -0.0591  0.076  0.3406
Si  10.7802  2.7706  24.5466  -0.0155  -0.1875  0.2018
Si  13.4981  0.0853  24.9538  -0.1341  0.0078  0.2568
Si  10.9178  8.219  24.7994  0.0339  -0.1338  0.1427
Si  13.5918  5.5605  24.6297  0.0814  0.2378  0.2924
Si  10.7853  13.8918  24.389  -0.0085  -0.0416  0.2045
Si  13.5358  11.0478  24.7094  0.0695  -0.0228  0.1872
Si  11.0447  19.1062  24.6163  -0.0589  0.0622  0.2808
Si  13.7281  16.4588  24.6715  -0.1164  0.0224  0.163
Si  10.9458  24.5096  25.1776  -0.0601  0.0906  0.1961
Si  13.6497  21.7154  24.8535  0.0823  -0.1663  0.2404
Si  10.8036  30.173  24.6503  -0.0371  -0.098  0.2744
Si  13.7074  27.3762  24.6085  -0.0674  -0.1124  0.0617
Si  1.4344  4.1142  26.0192  0.058  0.0702  0.0573
Si  4.5065  0.9415  25.9535  0.3146  0.3879  -0.2278
Si  0.7304  9.8296  26.0886  0.1244  -0.1975  -0.2538
Si  3.9689  6.7748  25.692  -0.0594  -0.0487  0.2653
Si  1.9907  14.4471  25.8119  0.0614  0.0151  0.2426
Si  4.0756  12.1944  25.6414  -0.0066  0.0993  0.3276
Si  1.3372  20.7676  26.2111  0.1241  -0.0892  0.0508
Si  4.2444  17.557  26.1178  -0.0694  0.1819  -0.0391
Si  1.1835  26.2531  25.9544  0.0302  -0.149  0.135
Si  4.4543  22.9819  25.9031  -0.1177  0.1206  0.1991
Si  1.8906  31.6946  26.0381  -0.2361  -0.0627  -0.316
Si  4.3414  28.3171  25.8345  -0.021  0.0631  -0.2215
Si  6.3569  4.6791  25.981  0.1573  -0.1807  0.1879
Si  9.543  1.331  25.9733  -0.1912  0.1198  -0.0982
Si  6.2584  10.1045  26.2875  -0.0998  -0.1222  0.0596
Si  9.979  6.3419  25.9776  0.0618  -0.2042  -0.0477
Si  7.0223  14.6062  26.0076  0.0579  -0.012  0.0769
Si  9.3869  12.6645  25.8036  0.0983  0.0646  0.0003
Si  6.609  20.7837  25.8751  -0.1839  -0.2852  0.1084
Si  9.787  17.6986  25.9929  0.0288  -0.1276  -0.1021
Si  6.7437  26.2199  25.8534  0.0112  0.1562  -0.142
Si  9.2515  22.9241  26.3929  0.1291  -0.0166  -0.2324
Si  6.5259  31.4864  25.6335  0.0375  -0.0153  0.0625
Si  9.6504  28.4842  25.8672  -0.0671  0.1753  -0.2296
Si  12.2093  4.1025  25.8204  -0.0194  -0.0301  0.0928
Si  14.4366  1.8637  26.3416  -0.0857  0.0965  -0.1315
Si  12.3762  9.5227  26.2161  0.159  0.0322  -0.0259
Si  14.611  7.2944  25.9532  0.1351  -0.2719  -0.0757
Si  11.8716  15.4542  25.774  0.0229  -0.0462  0.1942
Si  15.2098  12.2853  25.8746  -0.0442  0.1627  0.0808
Si  12.6  19.9233  26.276  -0.0443  0.1192  -0.2279
Si  15.0717  17.9209  26.0145  0.2027  -0.1533  0.1204
Si  12.1788  26.5177  26.27  0.2511  0.3581  -0.0146
Si  15.3761  22.8911  25.9274  -0.1672  0.0579  -0.0568
Si  11.6548  31.7992  26.1748  0.1852  -0.1488  -0.0496
Si  15.3771  28.4927  25.834  0.0329  0.063  0.3367
Si  15.0634  0.0168  28.8056  -0.0345  0.1088  0.3568
Si  2.2228  1.4251  27.5468  0.0914  -0.1061  0.0703
Si  9.8251  12.0745  30.9696  -0.024  0.1178  0.389
Si  16.3075  7.8294  28.3428  -0.0556  0.1458  0.1766
Si  13.4472  13.7975  27.9747  0.0355  0.2058  -0.041
Si  13.9499  16.3943  29.7428  -0.0883  0.0893  0.3062
Si  14.8682  22.6022  32.8575  -0.0333  0.138  0.0323
Si  9.2975  25.0205  31.1042  0.0295  -0.0088  0.3083
Si  2.5063  0.4734  34.6739  -0.065  -0.0402  -0.2123
Si  7.9133  29.9636  27.877  -0.0299  -0.1073  0.187
Si  7.0483  4.6744  29.1476  -0.2047  0.0762  0.1457
Si  2.2699  6.2796  28.0852  0.237  -0.0931  0.0661
Si  14.3165  7.7196  30.7333  -0.1571  -0.129  0.1938
Si  2.4358  16.3114  27.9934  -0.1353  0.0533  0.2182
Si  5.3833  15.8842  28.2582  0.069  -0.018  0.1913
Si  1.5337  15.1258  34.8234  0.0671  0.0246  -0.1422
Si  8.2604  20.4018  30.6815  -0.1464  -0.1008  0.4019
Si  16.2221  29.9723  32.2901  0.0277  -0.0194  0.2149
Si  1.7455  25.1935  28.8226  -0.1868  -0.0118  0.3751
Si  2.1014  0.6418  30.4051  0.0847  -0.0184  0.344
Si  8.4995  2.2032  28.8488  -0.0602  -0.0748  0.2508
Si  9.1396  6.864  28.858  0.0215  -0.1325  0.3919
Si  7.6532  5.3373  33.5144  -0.0578  -0.0978  -0.1116
Si  12.2158  12.1953  32.6413  -0.0435  -0.0986  0.0617
Si  5.3369  13.1274  35.6614  -0.1057  -0.1464  -0.3761
Si  11.4311  11.8499  35.4342  -0.1089  0.0617  -0.2438
Si  9.9021  17.9011  31.2138  -0.073  -0.0879  0.2454
Si  16.1303  21.756  30.6034  0.0482  -0.0112  0.2394
Si  8.8712  32.2511  29.4225  -0.0905  -0.0809  0.3716
Si  13.8301  28.1956  28.3549  0.0674  -0.1688  -0.0795
Si  12.6852  30.9293  28.9036  0.0199  0.074  0.2675
Si  15.8081  1.1302  34.4922  -0.0029  -0.1019  -0.1237
Si  6.7772  8.775  29.2188  -0.1136  -0.1391  0.373
Si  0.0667  8.1073  32.626  0.0473  0.0174  0.098
Si  1.9902  10.3206  36.601  -0.0926  -0.1495  -0.2448
Si  16.1718  17.5578  34.4592  -0.0009  -0.1073  -0.2023
Si  3.1518  19.885  31.8515  0.028  0.0823  0.0851
Si  2.4913  21.8753  34.0911  0.0418  0.038  -0.2402
Si  0.8165  23.8302  35.5225  -0.0039  0.0906  -0.2137
Si  14.3592  27.4074  32.648  0.0469  -0.0176  0.0367
Si  14.7302  25.1973  34.7476  0.0105  -0.0975  -0.1026
Si  4.4679  23.8733  28.8421  0.0654  -0.0619  0.3099
Si  3.0952  0.273  37.5721  0.0342  0.2466  -0.3809
Si  4.7269  6.4543  29.8912  0.0234  0.0407  0.2676
Si  11.6095  1.6212  35.153  -0.0276  -0.0436  -0.2965
Si  2.6919  7.0781  32.1931  0.1655  -0.0141  0.0325
Si  7.3854  10.2223  31.8622  0.04  -0.0019  0.1305
Si  6.0328  15.8573  31.3395  0.0134  0.0176  0.1922
Si  12.7687  20.7975  31.6387  -0.0539  0.0925  0.2724
Si  1.6198  20.1543  29.206  -0.0536  0.017  0.3322
Si  8.9619  20.2071  27.6831  -0.1731  -0.0092  0.1067
Si  5.37  23.1368  33.4976  -0.0352  -0.0178  -0.0934
Si  11.008  24.0641  34.388  -0.0198  -0.1295  -0.1705
Si  3.1304  29.8395  28.1369  0.0822  -0.044  0.2125
Si  11.0556  3.0096  30.5623  0.13  0.1007  0.2555
Si  11.6353  6.1563  30.4582  -0.0357  -0.0443  0.3363
Si  12.5321  4.4799  34.7346  0.12  -0.0334  -0.0679
Si  12.0858  8.8114  35.0013  0.0098  0.0425  -0.383
Si  2.5593  13.3202  36.9925  -0.1187  0.0381  -0.4875
Si  10.8817  16.5309  33.6791  -0.0453  0.0347  -0.0325
Si  0.0407  17.5874  28.8566  -0.1771  0.0299  0.328
Si  10.0569  22.3093  32.1188  0.0942  -0.0072  0.1776
Si  12.215  17.749  36.3431  -0.0703  0.1193  -0.2767
Si  7.2788  30.2423  30.7427  0.0332  0.1916  0.285
Si  7.1958  25.6515  33.444  0.0164  0.0285  -0.0082
Si  11.4726  0.2006  30.5986  -0.011  0.1471  0.0727
Si  13.82  32.6772  36.1571  0.097  0.0461  -0.367
Si  1.265  30.8622  38.3494  -0.0191  -0.2027  -0.0537
Si  3.912  1.942  32.3856  0.0957  0.1008  0.1243
Si  11.3222  11.6511  28.1998  -0.197  0.0208  0.1662
Si  1.9777  7.8138  34.8315  0.0197  0.0197  -0.0033
Si  15.1232  19.846  32.7018  0.0336  -0.1965  -0.0461
Si  15.0516  14.7996  34.543  -0.0028  -0.0837  -0.1329
Si  12.2126  18.9814  29.2554  0.2195  -0.0187  0.2759
Si  4.3312  15.0471  33.5398  -0.0481  -0.0482  0.0281
Si  5.4622  21.7346  30.8607  -0.0261  0.0547  0.1089
Si  15.7986  0.2632  31.7696  -0.0094  0.0101  0.1862
Si  15.4994  23.7166  28.6878  -0.0163  0.1114  0.4209
Si  1.9397  4.3196  33.3018  -0.0417  0.025  0.0639
Si  7.2803  1.7076  36.2124  -0.2034  0.3039  -0.2728
Si  2.7742  5.2255  36.1708  -0.1322  0.1865  -0.3897
Si  7.0616  2.4077  33.0159  -0.1447  0.0592  0.0204
Si  10.0541  17.5555  38.342  0.1682  0.0835  -0.1835
Si  7.1552  17.5306  37.9182  -0.028  0.081  -0.2048
Si  6.014  21.8214  36.0926  0.0365  -0.1268  -0.3229
Si  2.5064  25.4494  37.2892  0.1004  -0.0651  -0.4371
Si  6.2143  28.4152  32.5869  -0.0292  -0.0204  0.0425
Si  4.4479  30.1079  31.0726  0.0312  0.0201  0.3319
Si  10.7281  6.4468  33.3383  -0.0185  -0.0237  -0.0158
Si  1.5769  27.9935  37.9966  -0.1611  -0.0496  -0.2359
Si  7.2465  4.516  36.2673  -0.1455  -0.1213  -0.1643
Si  14.0423  9.6743  32.8179  -0.07  0.1023  0.0065
Si  9.0115  15.121  31.8707  0.0723  0.023  0.0483
Si  14.7104  19.3365  36.3706  -0.2143  -0.115  -0.2055
Si  11.3774  26.4954  32.6765  0.0985  -0.0679  -0.0309
Si  15.2317  22.1417  37.3397  -0.0234  0.085  -0.3902
Si  7.5606  24.7578  28.4222  -0.1756  -0.0024  0.125
Si  15.6583  26.3215  30.0776  0.1299  -0.1198  0.0506
Si  2.5896  30.3459  33.5911  0.1082  -0.0528  -0.1191
Si  9.8632  1.4416  32.7137  -0.0888  0.0228  0.112
Si  0.4193  4.1481  37.6315  -0.085  0.1945  -0.3264
Si  15.5829  4.0848  34.9107  0.0134  -0.0237  -0.24
Si  4.2396  8.82  38.2597  -0.2115  -0.0017  -0.1126
Si  5.2704  6.1366  37.6233  0.0811  -0.1392  -0.2671
Si  13.1294  14.8771  32.3088  0.0062  0.0501  -0.0994
Si  7.259  8.1067  33.9958  -0.2252  0.0707  -0.2001
Si  5.0472  29.4336  35.2449  -0.1529  -0.1324  -0.4007
Si  7.5242  23.2057  38.088  -0.3574  0.1927  -0.2776
Si  0.9018  30.768  29.5372  -0.0103  -0.0424  0.4715
Si  5.8885  31.791  37.2711  -0.1612  0.088  -0.6507
Si  10.0509  2.2566  37.697  0.0872  0.0841  -0.4828
Si  6.3213  10.6408  34.4221  -0.2765  0.0438  -0.027
Si  8.7807  10.8689  36.4111  -0.0797  0.2391  -0.4345
Si  4.9686  17.8664  33.1823  -0.0139  0.1027  0.0063
Si  6.9728  12.6419  38.0213  -0.0094  0.1285  -0.325
Si  3.4915  20.4698  36.7606  0.1151  -0.001  -0.3649
Si  5.8566  19.0167  35.7428  0.1272  0.0894  -0.2329
Si  4.5215  27.4583  37.5259  -0.0986  -0.0695  -0.3319
Si  10.1263  28.5039  37.7468  0.1339  -0.1404  -0.1329
Si  14.9274  1.8834  38.4062  0.004  -0.1204  -0.2177
Si  8.8333  7.8683  36.8715  -0.1134  -0.0594  -0.4329
Si  12.7609  9.2383  38.032  -0.0046  0.0212  -0.144
Si  13.9377  13.0646  36.9271  0.008  0.0433  -0.3613
Si  15.571  10.7773  37.7506  0.1921  0.0173  -0.3142
Si  10.4335  23.2354  38.4392  0.0471  0.0599  -0.1579
Si  14.3471  17.3795  38.39  -0.1995  0.0675  -0.2524
Si  9.6006  26.6348  35.0964  -0.0403  -0.1542  -0.2358
Si  12.7731  23.8622  36.6475  0.2227  0.038  -0.5036
Si  10.1845  5.0227  36.7965  0.0196  -0.0772  -0.3636
Si  12.2609  30.7888  37.9752  0.3246  -0.097  -0.0733
O  16.3847  31.5873  39.0418  0.1221  0.044  0.0456
O  2.3718  30.6437  39.5054  0.2185  -0.1922  0.1946
O  16.0796  4.7703  36.3072  -0.1049  0.1304  0.2682
O  2.6727  1.434  38.647  -0.2288  0.1633  0.4663
O  14.9587  6.7928  39.8414  -0.1236  0.1832  0.4904
O  0.2104  4.989  38.9958  0.0132  -0.0355  0.284
O  4.9991  7.7184  37.3269  0.0971  -0.0355  0.0077
O  3.2298  7.9498  39.212  0.1579  0.0455  -0.0053
O  15.8803  11.3802  39.2361  0.1754  -0.0787  0.4688
O  1.2277  9.4997  39.932  -0.1412  0.3396  0.471
O  2.0387  11.9259  36.2897  0.058  0.0488  0.1738
O  3.2928  9.9402  37.5234  0.2848  0.1133  0.0411
O  1.253  15.1398  39.7015  0.2306  -0.1311  -0.0662
O  15.6373  16.4058  38.6294  0.0733  0.0105  0.1078
O  4.1896  17.9132  39.4479  -0.1536  0.2563  -0.1272
O  2.8344  20.0351  38.223  -0.2285  -0.3176  0.6593
O  15.8342  21.6928  38.7808  -0.1007  -0.0613  0.0155
O  13.7917  22.8939  37.4426  -0.1969  0.1472  0.138
O  2.3613  24.8728  38.81  0.1005  -0.1901  0.258
O  4.0433  25.9664  37.0541  -0.1193  0.1121  0.2937
O  3.1857  28.2998  37.9672  -0.0689  0.1695  0.1518
O  0.9766  27.4283  39.4051  0.0187  -0.075  0.0819
O  0.8739  29.4365  37.619  -0.0915  0.1207  0.0292
O  1.0345  1.1552  34.505  -0.0505  -0.1302  -0.1696
O  4.6708  1.4889  40.1936  0.1408  -0.1484  -0.2632
O  6.8412  31.0154  38.3789  0.1376  0.013  0.4709
O  5.5276  2.268  32.4229  0.1044  0.0916  -0.1227
O  7.2623  1.0536  39.805  -0.2022  -0.069  -0.5321
O  4.9952  5.728  39.1629  -0.094  -0.1288  0.1697
O  6.7814  3.8127  39.9383  -0.2206  0.0677  -0.042
O  8.1812  7.9032  38.3991  0.1613  -0.3188  0.6183
O  5.6098  12.1712  38.8356  -0.0681  -0.3059  0.2966
O  5.9667  9.0311  34.455  0.1858  -0.191  0.294
O  5.4469  9.5767  39.0778  0.2671  0.1135  0.0993
O  7.8667  13.6697  38.9235  -0.0679  -0.2688  0.1329
O  5.913  17.3814  31.9398  -0.0749  0.1567  0.049
O  6.2668  16.4345  38.7676  -0.2204  0.1156  0.0072
O  7.234  18.9487  38.796  0.2771  0.2744  0.3756
O  9.6519  18.4462  39.6547  -0.0259  0.3317  0.3435
O  6.7222  22.0989  39.0372  0.0287  -0.1189  0.0385
O  6.5072  17.7096  36.4347  -0.0815  -0.1006  0.1861
O  4.3447  23.3249  39.7093  -0.0412  0.1323  0.1084
O  2.0611  31.854  30.0052  -0.0809  -0.2089  0.1047
O  4.1265  28.9166  0.0699  -0.0641  -0.1444  0.3196
O  5.5422  27.358  38.7872  0.3031  0.2395  0.3722
O  9.7061  27.6334  36.3973  0.1591  0.2682  0.423
O  8.8125  29.1826  38.4871  -0.3228  0.4389  0.274
O  11.6549  4.8924  36.0697  -0.243  0.1649  0.3261
O  10.175  1.4791  39.1215  -0.2306  0.0862  0.0469
O  13.8384  3.0064  38.8464  0.027  -0.2608  -0.1703
O  12.0856  4.4623  39.9401  -0.0653  -0.2481  0.1625
O  9.8937  6.367  39.8258  0.033  0.3001  0.244
O  9.4349  9.3926  36.6878  0.0775  -0.1226  0.0117
O  12.8137  8.1029  39.1911  -0.0472  0.073  0.0808
O  7.882  11.3091  37.6999  -0.2299  -0.2838  0.1406
O  9.9417  12.1758  39.6657  -0.2526  -0.2865  0.3503
O  15.1915  12.0249  36.7733  0.1764  -0.0872  -0.0711
O  13.8148  13.5487  38.4803  0.261  0.2059  0.7179
O  10.828  16.2607  38.9304  0.3232  0.1933  -0.2201
O  12.3782  14.8221  0.0109  0.0332  0.1259  -0.2635
O  14.9269  20.9155  36.3346  0.2823  -0.0387  -0.1415
O  12.4623  20.1346  39.9938  -0.1332  0.0795  0.5337
O  11.1449  21.8351  38.8267  -0.1172  0.1746  -0.0843
O  9.9096  23.8614  39.8682  -0.0442  0.4062  -0.0997
O  12.6703  25.8334  39.9054  -0.1204  -0.4249  0.518
O  14.7615  23.7057  39.9996  0.3537  -0.1957  0.3871
O  8.025  26.3814  34.6709  0.0741  0.2044  -0.0103
O  10.8671  27.4991  38.8082  -0.153  -0.2399  0.0528
O  15.1547  28.6729  39.9856  -0.0851  0.2346  0.4479
O  11.5205  32.0499  38.7112  -0.1354  0.1561  0.145
O  2.1484  2.7527  26.6268  -0.1464  0.0016  -0.1585
O  1.441  5.0629  27.3805  0.0053  0.0218  -0.2492
O  3.0889  31.0479  27.0203  -0.3359  0.2572  -0.3448
O  3.823  1.0906  27.4594  -0.0898  -0.0344  -0.0518
O  16.2651  11.1777  26.4869  0.0004  -0.0108  -0.0883
O  0.6491  9.0741  27.5709  0.1473  0.1807  0.0021
O  2.9574  7.2544  26.945  0.337  0.2307  -0.3763
O  1.1597  7.0224  29.0192  0.0418  -0.1716  0.0506
O  1.4593  16.8385  29.1706  0.1392  -0.0543  0.0353
O  16.0913  22.9022  31.7902  -0.1374  0.0343  -0.0768
O  1.5124  15.2312  27.1862  0.2375  -0.0657  -0.1041
O  3.0309  13.2583  26.4316  -0.1  0.2544  -0.5373
O  0.0539  21.7728  26.5598  0.0828  0.2446  -0.0889
O  15.1536  22.286  29.4036  -0.0497  0.1547  -0.2175
O  2.1474  20.4755  27.6791  -0.3332  -0.0587  -0.4474
O  15.778  17.2781  27.3874  -0.0412  -0.0316  -0.3825
O  1.9832  25.8739  27.3566  -0.1571  0.3441  -0.342
O  0.0003  27.3184  26.4508  -0.0156  -0.08  -0.671
O  6.0456  24.5784  33.9096  0.2006  0.0566  -0.1615
O  3.9461  23.6749  27.3151  -0.25  0.1986  -0.2701
O  15.1227  1.3  27.7856  -0.1175  0.3801  -0.4709
O  16.2302  31.686  28.7522  0.0701  -0.2876  0.0048
O  3.2168  24.7757  29.4713  0.0128  -0.1253  -0.2751
O  5.5576  27.2902  26.2477  -0.082  0.062  0.0548
O  6.8703  4.6049  27.5363  0.0548  0.1369  -0.1829
O  5.0679  5.6815  26.2816  -0.0138  0.0428  -0.5346
O  7.3246  3.1239  29.5095  0.1253  0.1019  0.103
O  8.7242  2.1018  27.2163  -0.072  -0.0893  -0.4209
O  6.7206  9.5747  27.7956  0.1524  0.0576  -0.4286
O  5.0938  11.2743  26.6434  0.2384  -0.0386  -0.3965
O  9.1035  6.9506  27.239  0.1215  -0.0741  -0.0379
O  8.2838  8.1445  29.4005  0.111  -0.0069  -0.1326
O  5.4544  17.1855  27.2354  -0.0475  0.077  -0.1809
O  6.1853  14.7333  27.4403  -0.1559  -0.1131  -0.1944
O  10.4917  12.1673  26.9058  0.1513  -0.1251  0.1303
O  8.2857  13.6592  26.5565  -0.0508  -0.1924  -0.3693
O  7.3873  20.2904  27.2423  -0.0444  -0.0147  0.0832
O  6.7132  20.8151  30.3616  0.1117  0.0466  -0.0808
O  8.5799  18.8857  31.2518  -0.1454  0.0711  -0.044
O  10.8992  18.4662  30.0716  0.0395  0.0076  -0.2873
O  7.534  25.922  27.2828  -0.1695  -0.1272  -0.3737
O  5.4748  21.8173  26.4967  -0.0501  -0.0229  -0.2922
O  6.3667  26.823  32.6953  -0.0877  0.0563  0.001
O  8.3013  23.4827  27.6658  0.108  -0.2851  -0.0608
O  6.7672  30.3265  26.7987  -0.1128  0.1505  -0.1136
O  5.7572  32.7478  26.3818  -0.2771  -0.1149  -0.4251
O  8.7409  31.3475  28.0906  -0.069  -0.1039  -0.0788
O  8.9128  28.8375  27.301  -0.166  0.1144  -0.0384
O  11.1053  5.1825  26.5647  -0.2391  0.0765  -0.1429
O  10.9112  6.8312  31.7714  0.1912  0.0193  -0.0266
O  13.2369  3.0369  26.7045  0.1511  0.217  -0.5206
O  1.3109  0.2204  26.8755  -0.2351  -0.046  -0.0054
O  9.95  11.9825  36.1087  -0.0748  -0.0501  0.0874
O  10.9824  11.4229  31.9268  0.0512  -0.05  -0.0374
O  11.8689  10.1677  27.6958  0.1575  -0.4258  -0.4865
O  13.5064  8.3603  26.6188  0.0215  0.0637  -0.4031
O  10.8444  16.5285  26.5653  0.1606  0.1238  -0.3202
O  9.4915  16.343  30.8661  -0.1278  0.2345  -0.0462
O  14.7255  13.1719  27.1886  -0.1106  0.1076  -0.2277
O  14.0043  14.9725  28.9532  0.161  -0.3696  -0.3093
O  9.3797  18.6611  27.2943  0.1414  -0.128  -0.1557
O  11.9335  19.6958  27.8029  0.1023  0.0593  -0.3775
O  14.0145  19.0946  26.4807  -0.0776  -0.2706  0.1628
O  15.6737  20.3062  31.2255  0.0036  -0.0332  -0.3288
O  12.9332  26.9524  27.736  -0.2865  -0.3002  -0.0682
O  10.8285  27.4591  26.3595  0.4097  -0.1709  -0.3323
O  14.9995  28.9337  32.6673  -0.0356  0.1449  -0.1132
O  11.6836  30.9217  27.6064  0.0374  -0.1171  -0.1986
O  10.7251  0.3266  26.5562  0.1097  -0.1826  -0.072
O  14.5327  29.0547  27.149  -0.0659  -0.0215  0.0197
O  0.9308  0.7901  31.5347  0.2792  -0.0187  0.0708
O  15.2131  1.1898  32.9634  -0.1047  0.1723  0.0119
O  15.3716  7.1304  31.8706  0.0796  -0.0138  0.0489
O  3.6333  0.9433  33.6191  0.0838  0.0063  0.2618
O  13.5149  11.2168  32.8332  -0.0279  -0.0872  -0.1264
O  15.5318  6.8559  27.2688  0.0377  -0.3517  -0.2057
O  0.5037  7.5667  34.1222  -0.0445  -0.0642  0.1413
O  10.2619  11.739  29.4382  -0.0723  -0.3905  -0.2064
O  14.7863  18.8738  37.9192  0.0473  0.3074  0.0758
O  12.609  12.566  28.6468  0.0916  0.0502  0.0387
O  15.441  16.9958  29.9942  0.2031  -0.0561  -0.0662
O  14.503  23.8792  33.7746  0.1679  -0.0397  0.1851
O  2.2076  20.8189  32.8415  0.1587  0.0161  0.027
O  2.5955  19.4857  30.3577  -0.1806  0.1561  -0.1386
O  0.7282  23.9233  28.567  0.07  -0.1997  -0.0827
O  14.4738  26.6637  34.0969  -0.1568  0.1288  0.119
O  1.5587  29.6603  28.5492  -0.2691  -0.1309  -0.337
O  3.541  1.1336  31.0047  -0.1478  -0.0953  -0.1805
O  2.8036  3.1561  32.5271  0.1327  -0.0913  0.1139
O  1.7673  1.5778  29.1049  0.1474  0.0573  -0.216
O  5.8046  5.2258  30.0682  0.1083  0.128  -0.1684
O  8.3947  5.5431  29.4679  -0.0542  -0.117  -0.1775
O  15.219  8.2619  29.4851  0.1542  0.0223  -0.3527
O  3.5144  5.8013  29.022  -0.3448  -0.4064  -0.1311
O  6.547  9.6615  30.5746  -0.0447  -0.1087  -0.1945
O  5.566  7.6625  29.173  -0.0611  0.1922  -0.0716
O  1.1946  16.7405  34.5961  0.0451  -0.1191  -0.0413
O  3.7976  15.5841  28.5271  -0.2063  -0.2865  -0.0511
O  9.5696  15.5397  33.3867  -0.0133  0.2367  -0.0073
O  6.0739  16.0091  29.7232  -0.1139  0.0292  -0.4395
O  13.364  16.0269  31.2053  -0.1741  -0.0735  -0.0234
O  2.5505  20.9987  35.5021  0.1263  -0.1733  0.0539
O  5.8471  22.8946  31.9518  -0.0023  0.2697  -0.0436
O  9.077  20.5319  29.2772  0.0529  0.3018  -0.4053
O  12.7382  27.3404  32.2768  -0.1003  0.1517  0.0699
O  9.8166  21.406  26.9076  0.2134  0.4124  0.2308
O  8.471  25.2168  29.7094  -0.2267  -0.2427  -0.3067
O  3.7264  28.5722  27.3486  0.1157  0.1532  -0.016
O  7.9326  0.7572  29.3591  0.1452  0.1605  -0.0248
O  4.8945  28.625  31.6295  -0.2424  -0.1998  -0.0863
O  11.6779  4.5091  30.4429  0.2178  -0.0128  -0.0407
O  9.9063  2.7943  29.4352  -0.0284  0.1434  -0.0457
O  13.199  6.6155  30.2974  0.0901  0.1325  -0.2314
O  10.7175  6.7728  29.2574  0.0018  0.0133  -0.1262
O  11.301  1.9074  36.717  0.0124  0.2066  0.3674
O  8.0352  9.037  32.8392  0.0377  -0.2364  -0.0208
O  13.5219  8.9804  31.424  -0.1491  0.1142  -0.0962
O  11.036  7.7207  34.3409  -0.1385  -0.0644  0.0035
O  6.3834  11.0826  32.8448  0.1077  0.1488  -0.0296
O  8.4785  11.2446  31.2735  -0.0904  0.005  0.0138
O  0.3206  19.1845  28.9785  -0.0236  -0.0755  -0.2191
O  12.3916  14.5126  26.9906  -0.0251  0.0161  0.3209
O  12.8792  20.2013  30.1258  0.29  0.0817  -0.3241
O  11.2186  21.1734  31.9482  -0.1906  -0.1696  0.1255
O  13.1045  17.6137  29.0498  -0.1286  -0.1073  -0.3788
O  15.2845  21.1985  33.645  0.1197  -0.188  0.0448
O  11.7904  25.0146  33.2873  0.0501  0.0341  0.2876
O  15.7413  31.5399  32.3838  -0.2618  0.0899  -0.0208
O  14.7712  23.7299  27.2355  0.0424  -0.3063  -0.0274
O  10.3694  0.0256  29.4215  -0.0718  -0.1645  -0.1184
O  13.7883  31.9704  28.3153  -0.0218  -0.0361  -0.2104
O  12.3491  31.6413  30.3816  0.1634  -0.0841  -0.2424
O  16.2894  2.6113  37.8497  0.2609  -0.0052  -0.1459
O  15.2749  2.502  35.1757  0.0514  0.0016  0.0872
O  4.0264  7.0486  31.256  -0.0005  0.1522  -0.018
O  2.7472  4.5443  34.6948  -0.0406  0.0527  0.2753
O  15.6921  9.56  32.815  0.1949  -0.1841  -0.137
O  1.8312  14.6677  36.3776  -0.0993  0.0668  0.2272
O  4.104  13.5313  36.5955  0.0615  0.3419  0.0077
O  6.8204  5.7057  37.2886  0.0766  -0.0096  0.1518
O  14.2489  14.2502  35.8461  0.0743  0.1463  0.0296
O  14.9901  16.437  34.57  -0.1671  0.1423  0.05
O  2.7657  14.6748  33.8392  -0.1188  0.0879  -0.0989
O  6.7399  23.1583  36.6622  0.2192  0.3359  0.2646
O  1.1979  21.5522  29.9503  0.0436  -0.1885  -0.1534
O  16.3652  23.0564  36.6506  0.0688  0.0896  0.2507
O  4.523  20.7006  31.654  0.1221  0.1542  -0.1376
O  10.098  23.5789  31.074  -0.0745  0.0839  -0.2607
O  1.2018  22.8778  34.2572  -0.1076  0.0051  -0.0949
O  14.9214  24.9518  29.5806  -0.0179  -0.1521  0.016
O  16.3239  25.1263  35.0956  -0.017  -0.1705  -0.1668
O  15.005  27.583  29.2957  0.0454  0.0715  -0.2125
O  0.8875  26.1901  29.8441  0.0168  -0.0767  -0.0366
O  3.5338  29.4355  34.5798  -0.0617  -0.0922  0.0992
O  2.2912  31.6921  34.4343  0.054  -0.0596  0.0943
O  3.1734  0.932  36.0853  -0.0155  0.3089  0.2088
O  5.4584  30.8001  36.0313  0.1674  0.1615  0.2262
O  2.0201  5.5868  32.2797  0.0959  0.0547  0.0406
O  5.8393  30.9974  31.0579  -0.0345  -0.2032  -0.2346
O  7.5408  3.9568  32.6297  -0.1513  -0.0782  0.028
O  11.8816  5.3224  33.5229  -0.0016  0.1111  0.038
O  1.4848  8.1391  31.7654  -0.1662  -0.0341  0.1012
O  3.1454  7.526  33.7088  0.2152  -0.0753  0.2025
O  9.562  13.6721  31.3176  0.1258  -0.1629  -0.2873
O  6.7151  4.8924  34.7893  0.0708  0.087  0.2527
O  7.3824  15.0959  31.8604  -0.2181  0.0251  0.1477
O  5.2262  11.5475  35.2063  -0.1839  0.0167  0.3511
O  4.7386  15.016  31.944  -0.0063  0.1032  -0.014
O  11.0755  18.3727  37.3551  0.0189  -0.051  0.0557
O  4.5765  21.7036  36.8836  0.0093  0.0627  0.4046
O  3.5697  18.5217  32.6457  0.0282  0.1717  -0.1418
O  8.6914  21.4795  31.8365  -0.0205  0.024  -0.034
O  2.8727  17.6528  27.1064  0.2809  0.1684  -0.1711
O  7.5636  24.6423  38.9107  0.3316  0.1173  0.4692
O  5.9915  24.5161  28.8872  0.1843  -0.2186  -0.2166
O  8.2636  24.9992  32.3869  0.2878  0.1153  -0.1333
O  14.9639  0.4812  30.3846  -0.1712  -0.0089  -0.3513
O  4.6369  22.4496  29.6462  -0.2468  0.0829  -0.2641
O  3.9598  30.023  29.5307  -0.2077  -0.209  -0.3325
O  10.4365  2.8418  32.0754  -0.1045  0.0797  -0.1276
O  11.1642  29.724  37.3711  0.1365  0.2046  -0.1077
O  10.1314  3.8899  38.0103  0.0815  -0.169  0.2262
O  12.6513  0.3756  35.1209  -0.0872  -0.1775  0.2133
O  14.135  4.8137  34.6558  -0.0362  0.0336  -0.1311
O  13.4701  8.8299  34.1124  0.1926  -0.0088  0.2675
O  6.8954  6.751  33.1271  0.2849  -0.1044  0.1879
O  9.2437  5.7985  33.5983  -0.0135  -0.1998  0.0226
O  12.5299  13.4924  31.6892  0.1339  -0.1543  0.0513
O  11.4898  10.3166  34.8788  -0.0425  0.0186  0.1831
O  12.5547  12.2904  36.5194  0.054  -0.0944  0.1016
O  13.5524  22.216  31.9342  0.0627  0.041  0.0991
O  15.936  18.4887  33.1169  0.0679  -0.0537  0.0985
O  15.9929  18.62  35.6634  -0.1407  0.3295  0.0404
O  12.046  23.2099  35.3165  0.0151  -0.2818  0.2017
O  10.0914  22.9399  33.6309  -0.1699  -0.1605  0.2217
O  13.4855  19.6261  32.5743  0.156  -0.1407  -0.1404
O  15.3  26.5251  31.6513  0.0048  -0.2893  -0.2473
O  10.1727  25.1048  35.3492  -0.1408  0.041  -0.0559
O  10.414  26.2189  31.3578  0.0473  0.2289  0.0534
O  5.2297  28.1893  36.2662  -0.1091  -0.345  0.0927
O  1.1275  29.6683  33.2517  -0.1601  -0.2025  -0.1433
O  10.6751  0.1849  32.0305  0.0985  -0.2249  0.1491
O  12.1172  1.7217  30.3933  0.0544  -0.0111  -0.2439
O  13.2623  31.2739  36.7627  -0.2778  -0.1749  0.0888
O  10.2329  1.3407  34.3038  0.1114  -0.1741  0.2196
O  15.2992  1.0602  39.7627  -0.1191  -0.2484  0.2035
O  4.5163  32.3537  37.9756  0.2418  0.068  0.6229
O  0.3353  4.1368  33.7155  0.0103  -0.2501  0.0926
O  14.2792  9.7993  37.8388  -0.1966  -0.0721  -0.0847
O  2.1074  9.3715  35.2759  0.2367  0.079  0.0591
O  2.1432  6.7533  36.0712  -0.14  -0.2472  0.1955
O  2.0064  4.2812  37.2585  0.0749  -0.1504  0.1372
O  10.6512  17.8347  32.6935  0.2081  0.2079  0.0753
O  12.1553  15.5967  33.362  -0.0258  -0.2778  0.2842
O  14.4263  14.3387  33.1211  0.2043  0.0706  0.1987
O  2.4736  13.1862  38.6054  0.1104  0.2056  0.2766
O  13.8122  17.7161  39.8883  0.1235  -0.1166  -0.1314
O  0.1906  14.2894  34.4352  -0.0614  -0.1866  0.006
O  4.2989  19.1488  36.2298  -0.2896  0.0041  0.2621
O  3.7449  22.9  33.7048  0.0229  0.2134  0.2685
O  13.2029  30.0777  39.0816  0.0745  0.2635  0.0719
O  2.2232  24.3103  36.1752  0.0607  0.1634  -0.0772
O  3.3695  30.6739  32.1746  -0.0203  0.1885  -0.1433
O  1.9333  31.9465  37.3466  0.059  -0.1958  -0.1957
O  7.1255  1.9639  34.5976  -0.0349  -0.1256  0.1505
O  6.6058  0.2878  36.5924  -0.2026  -0.2621  -0.0198
O  6.0853  29.1845  34.0168  0.0008  0.2148  0.1379
O  7.9933  7.6888  35.4284  0.2334  0.0045  0.2296
O  4.3255  5.2786  36.6191  0.1952  -0.1361  0.1037
O  8.8617  4.4726  35.9805  0.3299  -0.1758  0.1366
O  6.6325  3.101  36.8262  0.1859  -0.0267  0.1273
O  5.3497  14.0414  34.3195  0.2032  -0.0448  0.0044
O  6.652  13.3703  36.5897  0.3009  0.2225  0.08
O  6.7213  20.3378  36.2095  -0.0056  0.04  0.2423
O  4.5684  16.5675  34.0897  -0.0524  -0.0399  0.0481
O  8.6878  17.0482  37.6176  0.0988  -0.0183  -0.1233
O  10.4924  27.263  33.8463  0.0138  0.1937  0.0343
O  7.2472  29.4881  29.2869  0.2296  -0.195  -0.3718
O  8.4748  31.3498  30.7344  -0.0435  -0.1289  -0.2157
O  8.2437  1.4163  32.4088  0.1204  -0.1426  -0.2242
O  12.3585  2.8927  34.473  0.272  -0.1632  0.089
O  11.6886  12.7551  34.0961  0.1783  0.2353  -0.0073
O  14.1705  0.889  37.3747  0.1268  0.0358  0.2673
O  8.7763  1.6843  36.8513  0.2561  -0.2287  0.112
O  11.7  10.3642  38.6355  -0.1187  0.0891  0.2089
O  9.921  6.6287  36.9764  -0.0338  0.2281  0.2959
O  12.3396  8.5483  36.5956  -0.0836  0.152  0.3071
O  5.8487  18.8698  34.1156  0.009  0.2088  0.1602
O  13.2406  18.8954  35.7287  0.0898  0.0308  0.2593
O  0.4956  10.0064  37.1972  -0.14  -0.3058  0.0436
O  7.7949  10.8487  35.1029  0.1029  0.0031  0.0198
O  9.0638  22.8801  37.6233  0.0587  -0.0213  -0.0643
O  5.9919  22.0067  34.4767  -0.0736  -0.1151  0.2195
O  11.2694  17.0447  35.1938  0.0951  0.138  0.1653
O  13.2438  16.8171  37.2807  0.1968  -0.3382  0.232
O  7.5292  29.1024  31.8806  -0.0787  0.2461  -0.1192
O  11.5285  24.1914  37.6712  -0.1418  0.1298  0.2658
O  13.6956  25.0983  36.0335  -0.2103  0.0527  0.2081
O  1.4335  26.6852  37.0125  0.2556  -0.0308  -0.0932
O  15.2101  32.6126  35.2714  -0.0969  0.1484  0.0763
O  13.0522  29.3639  29.2225  0.0314  0.1771  -0.0751
O  0.2867  29.8385  30.7315  -0.1402  -0.0907  -0.4799
Si  16.3769  0.019  5.5676  0.0928  0.125  -0.0372
Si  2.6457  2.7525  5.6244  -0.0539  -0.1264  0.0213
Si  0.0198  5.4119  5.5604  -0.0404  0.03  0.0143
Si  2.7555  8.1814  5.4469  -0.0174  0.0465  -0.0331
Si  0.0012  10.9312  5.4965  -0.0123  -0.0237  -0.0054
Si  2.7627  13.7213  5.3935  0.0549  0.0767  -0.0032
Si  0.0499  16.412  5.4103  0.0133  0.014  0.0111
Si  2.7729  19.1138  5.4066  -0.0159  0.022  -0.0633
Si  0.0601  21.8299  5.4465  -0.0044  0.0672  -0.0573
Si  2.7898  24.552  5.5122  -0.0265  0.0541  -0.002
Si  0.0324  27.3163  5.5647  0.0161  -0.0174  0.0186
Si  2.8109  30.0472  5.5494  -0.0549  -0.0382  -0.0575
Si  5.5023  32.7799  5.576  -0.0139  -0.0104  -0.0152
Si  8.1881  2.7031  5.5433  -0.0831  -0.0885  -0.0723
Si  5.4008  5.5346  5.5646  0.1709  0.0374  0.014
Si  8.1831  8.148  5.5205  -0.0784  -0.0661  -0.0577
Si  5.4946  10.9175  5.4099  0.025  0.0301  -0.0818
Si  8.1869  13.5892  5.3871  0.0098  -0.0528  -0.0906
Si  5.4453  16.3692  5.3596  -0.019  0.0147  -0.1042
Si  8.1538  19.0999  5.4719  -0.0853  -0.1469  0.0019
Si  5.4642  21.8822  5.4378  0.016  -0.0017  -0.0266
Si  8.2001  24.6495  5.4922  0.0458  -0.0512  -0.0135
Si  5.5299  27.3502  5.5421  0.0549  0.0738  -0.0149
Si  8.2714  30.0365  5.6048  -0.0003  0.0801  -0.0629
Si  10.9655  32.7429  5.5941  -0.0839  0.0438  -0.0462
Si  13.6795  2.6815  5.5515  -0.0717  0.0169  0.0002
Si  10.9148  5.4258  5.5388  -0.0028  0.0219  -0.0164
Si  13.6438  8.1906  5.5513  0.0316  -0.0149  0
Si  10.9271  10.8975  5.5332  -0.0024  0.0079  -0.0343
Si  13.6912  13.6121  5.5034  -0.095  0.0025  0.0128
Si  10.9203  16.3292  5.4434  0.0436  -0.0001  -0.0367
Si  13.6915  19.0806  5.4253  -0.0056  -0.0248  -0.0074
Si  10.9355  21.852  5.524  -0.0074  -0.0236  0.0305
Si  13.7053  24.5779  5.5285  -0.0275  -0.0234  -0.0245
Si  10.9308  27.3603  5.4908  0.0565  -0.018  -0.0459
Si  13.5928  30.1114  5.5348  0.0625  -0.0749  0.0175
Si  1.3132  1.3654  6.9693  -0.1011  0.1259  0.0468
Si  4.0605  4.129  6.9229  -0.0188  -0.0042  -0.0296
Si  1.395  6.8268  6.8659  0.0353  -0.0539  -0.0317
Si  4.1126  9.5743  6.8103  -0.0098  -0.0417  -0.0413
Si  1.3985  12.3346  6.7918  -0.0294  -0.0318  -0.0129
Si  4.107  15.052  6.7976  -0.0668  0.0023  0.0308
Si  1.3997  17.7708  6.7994  -0.0116  -0.0322  0.0011
Si  4.1151  20.4865  6.8016  0.0221  -0.0065  0.0103
Si  1.3966  23.194  6.8528  0.0273  -0.0323  0.0266
Si  4.1435  25.9505  6.8709  0.0248  -0.0539  -0.0291
Si  1.4101  28.6898  6.9028  0.0349  -0.0368  0.014
Si  4.1343  31.4191  6.9397  0.0148  -0.0161  -0.0159
Si  6.8373  1.359  6.9379  0.0131  0.0019  -0.0149
Si  9.5461  4.0754  6.9136  0.027  0.0484  -0.0174
Si  6.8074  6.8439  6.9199  -0.0352  0.0377  0.0466
Si  9.5453  9.5344  6.874  0.0505  0.0032  0.0181
Si  6.8394  12.2667  6.8121  0.0176  -0.0084  -0.0017
Si  9.5367  14.9719  6.7938  0.0248  0.0306  -0.0195
Si  6.7872  17.7197  6.7989  0.0247  0.0952  0.0216
Si  9.5411  20.4687  6.8388  0.043  0.0149  -0.007
Si  6.8281  23.2467  6.8316  -0.063  0.058  -0.0286
Si  9.5733  25.9884  6.8753  -0.0255  0.0072  -0.0326
Si  6.8731  28.6906  6.9407  -0.036  -0.028  -0.0031
Si  9.5954  31.414  6.9704  0.0251  -0.0271  -0.0122
Si  12.3217  1.3276  6.9329  0.1059  -0.0605  0.0088
Si  15.0293  4.0683  6.92  -0.0003  0.0148  -0.0345
Si  12.2818  6.8086  6.8978  0.0114  -0.0204  0.0086
Si  15.0336  9.5709  6.8767  -0.0222  0.0231  0.0046
Si  12.3025  12.2753  6.8722  0.0283  0.0137  0.0307
Si  15.074  15.0353  6.7996  -0.0184  -0.0165  -0.0325
Si  12.3056  17.7188  6.7951  0.0434  -0.027  -0.0124
Si  15.0565  20.4701  6.7989  -0.0218  0.0133  -0.0158
Si  12.3205  23.2117  6.8758  0.0456  -0.0359  0.0101
Si  15.0541  25.9503  6.9018  -0.0287  0.0189  0.0199
Si  12.2801  28.7034  6.9046  -0.0125  0.0273  -0.0467
Si  15.0031  31.4415  6.9084  -0.0288  0.0118  -0.0422
Si  16.3698  2.7315  8.3249  0.0121  -0.0663  0.0274
Si  2.7277  32.7897  8.276  0.0067  0.0037  -0.0144
Si  0.0089  8.1968  8.2212  -0.0315  0.0082  -0.0055
Si  2.7174  5.4864  8.2903  0.0158  0.0259  0.0099
Si  0.0259  13.6763  8.1847  0.0152  0.0288  -0.0106
Si  2.7411  10.9489  8.1749  0.0004  0.0062  -0.0064
Si  0.0206  19.118  8.1796  -0.0225  -0.0113  0.0051
Si  2.7488  16.4066  8.1856  0.0261  0.0084  0.0023
Si  0.0289  24.5654  8.2309  -0.0205  -0.0127  -0.0007
Si  2.7595  21.8313  8.2114  -0.0314  0.0182  0.0091
Si  0.0039  30.0594  8.2418  -0.0122  -0.0298  -0.0048
Si  2.7692  27.3064  8.2528  -0.0338  0.0286  -0.0012
Si  5.4446  2.7402  8.2649  0.0219  -0.0107  -0.0021
Si  8.2076  32.7944  8.2962  -0.0112  0.0032  0.018
Si  5.4467  8.2333  8.2454  0.0711  0.0216  0.0085
Si  8.1766  5.4576  8.2673  -0.0497  -0.048  -0.0218
Si  5.468  13.662  8.1633  0.0068  0.0039  -0.0126
Si  8.1896  10.9254  8.2211  -0.0024  0.0068  -0.0045
Si  5.4636  19.1148  8.1838  -0.0295  -0.0486  0.0049
Si  8.1823  16.3661  8.1609  -0.0111  -0.0119  -0.0055
Si  5.4863  24.5849  8.2457  -0.0019  -0.0049  0.0159
Si  8.1928  21.8624  8.197  0.015  -0.0279  0.0018
Si  5.4943  30.0511  8.2996  -0.0015  0.0245  -0.0034
Si  8.221  27.3149  8.29  -0.0146  -0.0067  0.0133
Si  10.9342  2.7138  8.2704  -0.0125  0.0068  -0.0333
Si  13.6708  32.7871  8.3153  0.002  0.0526  0.0136
Si  10.9152  8.1844  8.2509  -0.0274  -0.0319  -0.0025
Si  13.66  5.4548  8.2608  0.0045  0.0164  0.0013
Si  10.9195  13.6546  8.2015  0.0134  -0.0122  -0.0024
Si  13.6688  10.9285  8.2438  -0.0221  -0.0218  0.0165
Si  10.94  19.0977  8.1728  0.0086  0.035  0.0087
Si  13.6854  16.3802  8.1758  -0.0312  0.0118  0.0114
Si  10.9463  24.5969  8.2232  0.0411  0.0295  -0.0105
Si  13.6981  21.8292  8.2032  -0.011  0.0255  0.002
Si  10.943  30.0423  8.3186  -0.0234  0.0018  0.0154
Si  13.6722  27.3271  8.2458  0.0346  0.0031  0.0047
Si  1.3508  4.1121  9.6491  -0.0233  0.009  -0.0015
Si  4.0891  1.3628  9.6355  -0.0129  0.0115  -0.0119
Si  1.3722  9.5876  9.568  -0.006  -0.0125  -0.0138
Si  4.0925  6.8626  9.6242  -0.0224  -0.0218  -0.0008
Si  1.3806  15.0441  9.5598  -0.0053  -0.0098  0.0081
Si  4.102  12.3109  9.5544  0.0021  -0.0138  -0.008
Si  1.3759  20.4784  9.572  0.0131  0.0123  -0.0008
Si  4.1033  17.7645  9.5691  -0.0235  0.0315  0.0133
Si  1.3857  25.9401  9.6039  0.014  -0.0055  0.011
Si  4.1101  23.2088  9.5915  0.0097  0.0015  -0.004
Si  1.3607  31.4177  9.6328  -0.0055  0.025  -0.0094
Si  4.1141  28.6765  9.6397  0.0215  -0.0169  -0.0066
Si  6.8132  4.0971  9.6354  0.0133  0.0007  0.0047
Si  9.57  1.3601  9.6513  -0.0056  -0.0165  -0.0076
Si  6.8211  9.5846  9.6056  -0.0346  0.0075  0.0133
Si  9.5486  6.827  9.6224  0.0225  0.0142  -0.0002
Si  6.826  15.0196  9.5539  0.0163  0.003  -0.003
Si  9.5591  12.2972  9.58  0.0139  -0.0064  -0.0012
Si  6.8313  20.4842  9.5595  0.0026  0.0108  0.0015
Si  9.5597  17.7384  9.5353  0.0223  -0.0029  -0.0034
Si  6.8427  25.9436  9.6303  0.0209  -0.0132  0.0032
Si  9.57  23.2205  9.5755  -0.0178  0.0004  -0.0038
Si  6.8431  31.4284  9.6614  -0.0125  0.001  -0.0007
Si  9.5705  28.6796  9.6655  0.0155  0.0079  0.0001
Si  12.2927  4.0931  9.6318  0.01  -0.005  -0.0099
Si  15.0199  1.3555  9.6781  -0.0097  0.0229  0.0131
Si  12.291  9.5633  9.6  0.0289  0.0014  0.0156
Si  15.0359  6.8389  9.6018  0.006  -0.0232  -0.0042
Si  12.3021  15.0298  9.5509  0.0009  0.001  0.0055
Si  15.0502  12.3176  9.5676  -0.0206  -0.014  0.009
Si  12.307  20.4694  9.553  0.0149  -0.0144  0.0106
Si  15.0451  17.7572  9.5484  0.0014  -0.0018  0.0012
Si  12.3082  25.9539  9.608  -0.0206  0.0075  -0.0034
Si  15.0509  23.2027  9.585  0.0116  -0.0035  0.0085
Si  12.3044  31.4182  9.6679  0.0349  -0.0359  -0.0005
Si  15.0438  28.6891  9.6144  -0.0043  -0.0023  -0.0046
Si  16.4017  32.7854  11.0098  0.0065  0.0138  0.0036
Si  2.7203  2.733  10.9973  0.0085  -0.0012  0.0007
Si  16.3824  5.4815  10.9953  0.0089  0.0004  0.007
Si  2.7153  8.2283  10.97  0.0185  0.0029  -0.0041
Si  0.0019  10.9474  10.9426  -0.0001  0.0051  -0.0033
Si  2.7392  13.6746  10.9327  -0.006  0.0016  -0.0081
Si  0.0065  16.4026  10.9306  -0.007  -0.0054  -0.0059
Si  2.74  19.1225  10.947  -0.0106  -0.0258  0.0038
Si  0.0163  21.8449  10.9522  -0.013  0.0113  0.0061
Si  2.7486  24.5742  10.9714  -0.0154  -0.0051  0.0012
Si  0.0125  27.312  10.9694  -0.0065  0.0037  0.003
Si  2.7336  30.0474  10.9941  -0.0126  -0.0161  0.003
Si  5.4585  32.7993  11.0038  0.0141  -0.001  0.0108
Si  8.1871  2.7303  10.9985  -0.0068  0.0055  0.0076
Si  5.4489  5.479  10.9863  0.0144  0.0096  -0.0021
Si  8.1822  8.2101  10.9709  -0.0049  -0.0081  -0.007
Si  5.4518  10.9569  10.9549  0.0276  0.0091  0.0021
Si  8.1937  13.6709  10.9395  -0.0055  -0.0022  0.0004
Si  5.4725  16.3953  10.9315  0.0011  -0.0006  -0.0039
Si  8.2096  19.1173  10.9189  0.0067  0.0127  -0.0062
Si  5.4786  21.845  10.9535  -0.0149  -0.0034  -0.0032
Si  8.2162  24.5738  10.9763  -0.0119  0.0123  0.0021
Si  5.4784  27.3102  11.0034  -0.014  0.0125  0.0039
Si  8.203  30.0541  11.0217  -0.0068  0.0028  0.0074
Si  10.9296  32.7924  11.0174  -0.0058  0.0146  -0.0003
Si  13.6466  2.7323  11.0155  -0.0059  -0.0247  0.0082
Si  10.92  5.4645  10.9872  -0.0082  -0.0065  0.0045
Si  13.6623  8.2038  10.9652  -0.0152  0.0038  0.0052
Si  10.9254  10.9404  10.9555  -0.0077  -0.0068  -0.0023
Si  13.67  13.6763  10.9314  -0.0016  -0.0036  -0.0031
Si  10.9354  16.3968  10.9216  0.0027  0.0037  0.0022
Si  13.6794  19.1191  10.9288  -0.0137  0.0064  0.0027
Si  10.9466  21.8462  10.9292  0.0112  0.0092  0.0005
Si  13.6837  24.576  10.9546  0.0036  0.0033  0.0064
Si  10.9492  27.3079  10.9998  -0.0126  0.0061  0.0089
Si  13.6823  30.0453  11.0039  -0.0014  0.0231  0.0063
Si  1.3578  1.3624  12.3635  0.0029  -0.0106  0
Si  4.0839  4.1088  12.3527  -0.0087  -0.0071  0.0003
Si  1.3498  6.8584  12.3419  -0.0172  0.0002  0.0029
Si  4.0853  9.5929  12.3283  -0.0136  -0.0081  -0.0034
Si  1.3666  12.3161  12.3093  0.006  -0.0084  -0.0024
Si  4.103  15.0384  12.3076  0.0036  -0.0052  -0.0057
Si  1.3663  17.7647  12.3118  0.0084  0.0082  0.0054
Si  4.105  20.4875  12.3197  -0.0049  0.0147  -0.0002
Si  1.373  23.2134  12.3323  0.0117  0.0092  0.0042
Si  4.1021  25.942  12.3553  0.0142  0.0021  -0.0014
Si  1.3646  28.6784  12.3564  0.0084  0.0052  -0.0044
Si  4.0924  31.4234  12.3646  -0.001  0.0191  -0.0114
Si  6.8227  1.364  12.3689  0.0035  -0.0062  -0.0089
Si  9.5532  4.1014  12.358  -0.0033  -0.0046  -0.0027
Si  6.8182  6.8468  12.3415  0.002  -0.01  0.0033
Si  9.555  9.5803  12.3251  0.0067  -0.0008  0.0036
Si  6.8253  12.3175  12.3172  -0.012  0.0008  -0.0013
Si  9.5676  15.041  12.3004  0.007  -0.0087  -0.0015
Si  6.8432  17.7624  12.3008  0.0014  -0.0018  -0.0062
Si  9.5746  20.485  12.2986  -0.0016  -0.0069  -0.0012
Si  6.8394  23.2108  12.3329  0.0191  -0.0118  0.0038
Si  9.5753  25.9418  12.3524  0.015  -0.0013  0.0002
Si  6.8334  28.6835  12.3768  0.0036  0.005  0.0023
Si  9.5639  31.4268  12.382  -0.0009  -0.0135  -0.0001
Si  12.2868  1.3614  12.3789  -0.008  0.0108  0.0068
Si  15.0167  4.1107  12.3601  -0.0045  0.004  0.0014
Si  12.2909  6.8423  12.338  0.0144  -0.0115  -0.0033
Si  15.0296  9.5848  12.3179  -0.0068  -0.0086  -0.0005
Si  12.2993  12.3162  12.3068  0.012  -0.0088  0.0085
Si  15.0345  15.0446  12.3002  -0.006  0.0031  0.0039
Si  12.303  17.764  12.2966  0.0064  0.0041  0.0049
Si  15.0389  20.4868  12.3116  0.0162  0.0031  -0.0006
Si  12.3082  23.2116  12.3148  -0.002  0.0075  -0.004
Si  15.0427  25.9461  12.333  0.0077  0.0052  -0.0033
Si  12.3098  28.6814  12.3627  0.0114  -0.0085  0.0011
Si  15.035  31.4194  12.3712  0.0046  -0.0118  -0.0011
Si  16.3829  2.7349  13.7158  0.0056  0.0004  -0.0001
Si  2.7217  32.7958  13.7251  0.005  0.004  0.006
Si  16.38  8.2208  13.7044  0.0123  -0.0026  0.0002
Si  2.7084  5.4798  13.705  0.0112  0.0013  -0.0033
Si  16.3967  13.6809  13.6735  -0.0062  0.0008  -0.0117
Si  2.7174  10.9529  13.6955  0.0047  0.0075  -0.0025
Si  0.0043  19.1318  13.6858  -0.0191  -0.0023  0.003
Si  2.7358  16.4023  13.6773  -0.0089  -0.004  -0.0051
Si  0.0074  24.5836  13.7034  -0.0053  -0.0066  0.0068
Si  2.7422  21.8508  13.6978  0.0101  -0.0043  -0.0007
Si  16.4002  30.0476  13.7275  -0.0043  0.0114  0.0062
Si  2.7319  27.3112  13.7239  0.0027  -0.001  0.0011
Si  5.4482  2.7384  13.7203  0.0118  0.0085  0.0019
Si  8.1899  32.8006  13.7372  -0.0151  0.006  0.004
Si  5.4454  8.2182  13.693  0.0005  0.0019  -0.0051
Si  8.1817  5.4779  13.7073  -0.0036  0.0122  0.0017
Si  5.4649  13.6813  13.6887  0.0105  -0.0014  0.0005
Si  8.1885  10.9516  13.685  -0.0083  0  -0.0029
Si  5.4817  19.1271  13.6792  -0.0043  -0.0086  -0.008
Si  8.2113  16.4077  13.6795  0.0034  -0.0007  -0.0031
Si  5.4765  24.5764  13.7136  -0.0163  0.0155  -0.0039
Si  8.2186  21.8486  13.687  -0.0154  0.0063  -0.0013
Si  5.4608  30.0576  13.736  -0.0057  -0.0111  0.0061
Si  8.2115  27.3108  13.7256  0.0006  0.0046  0.0018
Si  10.9136  2.7338  13.7315  -0.0036  -0.0098  0.0111
Si  13.6611  32.792  13.7278  0.0084  -0.0037  0.0028
Si  10.9181  8.214  13.6931  -0.0022  0.0082  0.0003
Si  13.6465  5.4792  13.7176  -0.0041  -0.0085  0.0057
Si  10.9355  13.6856  13.6761  -0.0103  -0.0037  -0.0034
Si  13.6573  10.9508  13.6819  0.0018  0.0039  -0.0029
Si  10.9462  19.1323  13.6758  0.0065  0.0028  0.001
Si  13.6716  16.4105  13.6735  -0.0023  -0.0169  -0.0062
Si  10.954  24.5771  13.7016  -0.0228  0.0044  0.0043
Si  13.678  21.8549  13.6881  -0.0097  0.0067  0.0055
Si  10.9408  30.052  13.7283  -0.0083  0.02  0.0016
Si  13.681  27.3109  13.7138  -0.0157  0.0127  0.0063
Si  1.338  4.1142  15.0729  -0.0079  -0.0115  -0.0017
Si  4.0791  1.3703  15.086  0.001  -0.019  -0.009
Si  1.3434  9.5901  15.066  0.0013  -0.0061  0.0031
Si  4.078  6.8496  15.0589  -0.0103  -0.0024  0.0002
Si  1.3601  15.0447  15.044  0.0072  -0.0185  0.0003
Si  4.0929  12.3154  15.055  -0.0044  -0.0009  -0.0002
Si  1.3679  20.4943  15.0647  0.0118  0.008  0.0051
Si  4.1072  17.7679  15.0425  0.0036  -0.0011  -0.0049
Si  1.3587  25.9494  15.0919  0.0154  0.0161  0.0008
Si  4.1018  23.2143  15.0762  -0.0001  -0.0035  -0.0021
Si  1.3503  31.4309  15.0892  0.0108  -0.0053  -0.0121
Si  4.0898  28.6854  15.0958  0.0004  0.0082  -0.0144
Si  6.8154  4.113  15.075  0.0003  -0.0099  -0.0076
Si  9.5534  1.3656  15.1039  -0.0131  -0.0019  0.0065
Si  6.8173  9.5852  15.0484  -0.0042  -0.0083  0.0024
Si  9.5482  6.8512  15.0621  0.001  -0.0213  0.0015
Si  6.8399  15.0478  15.0506  -0.0065  -0.0037  -0.0038
Si  9.5617  12.3227  15.0408  0.0054  -0.002  0.0005
Si  6.8464  20.4921  15.055  0.0018  -0.0019  0.0038
Si  9.5821  17.7733  15.0519  -0.0139  0.0024  0.0014
Si  6.8426  25.943  15.0867  -0.0034  0.0019  -0.0015
Si  9.5836  23.2148  15.0624  0.0198  0.0088  -0.0074
Si  6.824  31.4333  15.104  0.0164  0.0065  -0.0037
Si  9.5782  28.6813  15.0913  -0.0072  0.0021  -0.0029
Si  12.2781  4.1129  15.0845  0.0064  0.0012  0.0014
Si  15.0171  1.3691  15.0838  -0.0028  -0.0034  0.0022
Si  12.2827  9.5883  15.0513  -0.0039  -0.0134  0.0018
Si  15.0102  6.8542  15.0757  -0.0054  0.0025  0.0035
Si  12.3017  15.0555  15.0464  0.0189  0.0149  0.0038
Si  15.023  12.3227  15.0442  0.0039  -0.0059  -0.0001
Si  12.3091  20.4955  15.0587  0.0021  -0.0028  0.0003
Si  15.0338  17.7747  15.0516  0.0115  0.0003  0.0014
Si  12.3143  25.9463  15.0773  0.009  -0.0003  -0.0026
Si  15.0378  23.2229  15.0689  0.0178  0.0122  -0.0031
Si  12.2987  31.4247  15.0954  -0.0077  -0.0076  -0.0015
Si  15.0298  28.6836  15.0921  0.0091  -0.0044  -0.0007

Results
total energy: -236495.208 eV
total energy less fixed offsets of O -438.35, Si -107.03 eV per atom: 12.492 eV
